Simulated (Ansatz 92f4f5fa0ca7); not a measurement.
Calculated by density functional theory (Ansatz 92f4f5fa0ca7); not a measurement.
Periodic cell of 221 atoms, Si132O88H1, from a study of silicon, its oxide and their interface. The atomic structure is a simulated model.
Doubt: the cutoff is far below the 930 eV that the study's wrapper takes by default for these files, so forces and energies are approximate.
This geometry differs little from another in the collection (a relaxation step or a small displacement).

Settings: functional PBE; potential files Ansatz PAW; basis plane waves; wave-function cutoff 580 eV; density cutoff ratio 5; exchange-correlation grid ratio 1; k mesh 1 x 1 x 1, Gamma-centred; self-consistency stop 5e-08 eV per atom in the density residual; occupations fixed; spin none; net charge +1 e, with a uniform compensating background and no finite-size correction.

Cell vectors (angstrom)
a	10.938	0	0
b	0	10.938	0
c	0	0	32.8778

Atoms and the computed forces on them: element, x, y, z (angstrom), force x, y, z (eV/angstrom)
Si	-0.3342	0.2899	25.3592	-0.0758	0.0546	0.0166
Si	5.7106	-0.4422	25.2468	0.0147	-0.1847	-0.3335
Si	2.5486	3.0179	25.3432	-0.0319	0.0187	-0.0435
Si	8.4082	2.5677	25.4089	-0.0062	0.028	-0.0528
Si	0.2754	5.234	25.35	0.0631	-0.051	-0.0709
Si	5.1838	5.658	25.5593	-0.0071	0.0106	-0.108
Si	3.0948	7.8403	25.8629	0.2467	-0.0986	-0.1495
Si	8.0987	8.4062	25.375	-0.0583	0.0308	-0.1602
Si	1.3755	1.3756	26.5969	0.0277	0.0113	0.0299
Si	6.7554	1.3248	26.5582	0.0106	0.0793	0.0413
Si	4.0248	4.1054	26.8289	0.0343	-0.0116	0.0423
Si	9.613	4.0996	26.7124	0.0005	-0.0057	0.0359
Si	1.2726	6.7998	26.7927	-0.0266	0.0301	0.0694
Si	6.8995	6.8202	26.675	0.0252	-0.0232	0.0162
Si	4.2063	9.6074	26.8235	-0.13	-0.0963	0.0271
Si	9.5351	9.6444	26.7485	0.0221	-0.0009	-0.0143
Si	2.7062	0.0304	28.0596	0.0455	0.0035	0.0221
Si	8.1323	0.0448	28.0765	0.0028	-0.0044	0.0395
Si	0.0382	2.714	28.076	-0.0013	0.0183	-0.0197
Si	5.4706	2.7018	28.0558	-0.037	-0.001	0.015
Si	2.7228	5.4872	28.1699	-0.0758	-0.0387	0.0049
Si	8.2302	5.4542	28.0748	0.0059	0.0075	0.0105
Si	-0.044	8.2631	28.0972	0.0117	-0.0525	0.0376
Si	5.5414	8.1271	28.1291	-0.007	0.0665	-0.0194
Si	4.1018	1.3673	29.4595	-0.0377	0.0062	-0.1341
Si	9.5708	1.3673	29.4595	-0.1148	0.1053	-0.1742
Si	1.3673	4.1018	29.4595	-0.3045	-0.1275	0.3373
Si	6.8362	4.1018	29.4595	0.0752	-0.1916	-0.319
Si	4.1018	6.8362	29.4595	0.1685	0.0591	0.449
Si	9.5708	6.8362	29.4595	-0.0814	0.0395	-0.0345
Si	1.3673	9.5708	29.4595	0.0952	0.1066	-0.1048
Si	6.8362	9.5708	29.4595	0.0209	0.1594	0.1915
Si	0	0	30.8268	-0.0625	-0.0124	-0.0288
Si	5.469	0	30.8268	-0.0602	-0.1241	-0.0047
Si	2.7345	2.7345	30.8268	0.0921	0.0668	-0.0114
Si	8.2035	2.7345	30.8268	0.0594	0.0404	-0.0003
Si	0	5.469	30.8268	0.0204	-0.0812	0.0098
Si	5.469	5.469	30.8268	-0.0623	-0.0533	0.0007
Si	2.7345	8.2035	30.8268	0.0897	0.0462	-0.001
Si	8.2035	8.2035	30.8268	0.0284	-0.0024	0.0038
Si	1.3673	1.3673	32.194	-0.0112	0.0407	-0.027
Si	6.8362	1.3673	32.194	-0.0078	-0.0054	-0.041
Si	4.1018	4.1018	32.194	0.0059	-0.029	-0.0045
Si	9.5708	4.1018	32.194	-0.0556	0.0314	-0.0068
Si	1.3673	6.8362	32.194	-0.0261	-0.0108	-0.0393
Si	6.8362	6.8362	32.194	-0.0034	0.0077	-0.0223
Si	4.1018	9.5708	32.194	0.007	0.0593	-0.01
Si	9.5708	9.5708	32.194	0.0001	-0.0229	0.0028
Si	2.7345	0	0.6835	0.0194	-0.0378	0.0254
Si	8.2035	0	0.6835	-0.0256	0.0281	0.0209
Si	0	2.7345	0.6835	-0.0137	0.0226	0.0149
Si	5.469	2.7345	0.6835	0.0444	0.0077	0.0197
Si	2.7345	5.469	0.6835	0.0536	-0.0326	0.0167
Si	8.2035	5.469	0.6835	0.011	-0.0482	0.0377
Si	0	8.2035	0.6835	0.0565	-0.0612	0.0158
Si	5.469	8.2035	0.6835	-0.0134	-0.0149	0.013
Si	4.1018	1.3673	2.0507	-0.0678	-0.054	0.0287
Si	9.5708	1.3673	2.0507	-0.0247	0.0057	0.0194
Si	1.3673	4.1018	2.0507	0.0061	-0.0141	0.0016
Si	6.8362	4.1018	2.0507	-0.0762	-0.0058	-0.0243
Si	4.1018	6.8362	2.0507	0.0302	-0.0105	0.0194
Si	9.5708	6.8362	2.0507	0.0669	0.1513	0.0069
Si	1.3673	9.5708	2.0507	-0.069	0.0509	0.0084
Si	6.8362	9.5708	2.0507	-0.0366	-0.034	-0.0098
Si	0	0	3.418	0.0199	-0.3518	-0.0959
Si	5.469	0	3.418	-0.2848	-0.4701	-0.138
Si	2.7345	2.7345	3.418	-0.4466	-0.2279	0.0435
Si	8.2035	2.7345	3.418	0.091	0.1012	-0.1385
Si	0	5.469	3.418	0.4234	0.2171	0.2646
Si	5.469	5.469	3.418	0.1782	-0.0163	-0.5268
Si	2.7345	8.2035	3.418	-0.1368	-0.068	0.2867
Si	8.2035	8.2035	3.418	0.4813	0.3549	-0.0787
Si	1.3341	1.2992	4.8161	0.0015	0.0282	0.0263
Si	6.8489	1.3174	4.7155	0.0035	0.0178	0.0084
Si	4.0786	4.1313	4.7094	0.0005	-0.002	0.0203
Si	9.6187	4.0861	4.7661	-0.0087	-0.0041	0.0327
Si	1.3777	6.867	4.8934	0.0011	0.0108	0.0061
Si	6.912	6.791	4.7073	0.0278	-0.0059	0.0257
Si	4.1062	9.521	4.8258	-0.0011	-0.004	0.0142
Si	9.6194	9.5715	4.8527	-0.0002	-0.0212	0.0158
Si	2.6641	-0.1129	6.2296	0.0022	0.0098	-0.0022
Si	8.2008	0.0447	6.1533	0.011	-0.0101	-0.006
Si	-0.0914	2.6589	6.183	0.0211	-0.0126	-0.0227
Si	5.4238	2.6811	5.9392	-0.0149	-0.0029	-0.0015
Si	2.8395	5.4804	6.2021	0.0066	-0.0139	-0.0077
Si	8.3048	5.4972	6.109	-0.0131	0.0204	-0.0169
Si	-0.0095	8.2048	6.3911	-0.0297	0.0045	-0.0028
Si	5.5582	8.0817	6.0762	-0.0126	-0.0079	-0.0157
Si	3.884	1.5658	7.2991	-0.0009	-0.0113	-0.0359
Si	9.0216	1.7748	7.5949	-0.0169	0.0233	0.015
Si	1.6371	3.7917	7.2824	-0.0035	-0.0163	-0.0422
Si	6.8324	4.0539	7.152	0.0143	0.0023	-0.0371
Si	4.706	6.3591	7.4691	0.0317	-0.0084	-0.0049
Si	9.2938	7.0069	7.7025	0.0209	0.0134	-0.0166
Si	1.3168	9.5887	7.8416	0.0043	0.0028	0.0029
Si	7.1	9.2994	7.3557	0.0183	-0.0101	0.0533
O	1.4084	4.1307	24.8812	-0.0311	0.0177	-0.0034
O	6.918	9.4414	24.846	0.012	0.1022	0.1655
O	2.771	2.6861	7.7585	-0.0027	0.018	0.0492
O	8.179	8.1993	7.9592	-0.0354	0.0348	0.015
O	5.7634	5.1296	7.9015	-0.0231	0.0162	0.0174
O	-2.2946	2.447	18.6791	0.0017	0.0026	0.0062
O	4.082	6.831	25.0235	-0.1129	0.1275	0.2412
O	9.5161	1.4538	24.913	0.0379	-0.0534	0.0369
O	2.1843	8.5068	8.7435	-0.0091	0.0022	0.0018
O	0.9251	4.3268	8.6549	-0.0029	0.0044	0.0122
O	9.3753	1.15	9.0852	-0.0047	0.0056	-0.022
O	6.4735	10.0317	8.6709	0.026	-0.0263	-0.0502
O	4.6061	1.0413	8.663	0.0008	0.0055	0.0012
O	4.4391	7.1726	8.8643	-0.0005	-0.0047	0.0004
O	7.8846	2.9672	7.9114	-0.018	-0.0069	0.0226
O	9.676	6.4239	9.214	-0.0067	0	-0.009
O	3.2918	2.4697	23.9881	-0.0119	0.0057	0.0186
O	4.8817	-0.318	23.8311	0.1098	-0.0832	0.1324
O	7.8764	3.3761	24.0755	-0.0026	-0.0035	0.0034
O	10.7865	6.0343	23.9926	0.0052	0.0042	0.0307
O	8.871	7.8503	24.0329	-0.0536	0.0484	0.0469
O	0.0404	10.5402	23.9338	0.1173	-0.043	-0.1664
O	5.595	4.7981	24.2502	0.0135	-0.0143	-0.0053
O	0.9565	10.6981	21.3848	0.0092	-0.0568	0.1067
Si	4.13	6.7826	12.2014	0.0001	0.0032	0.0008
Si	8.3999	-2.2844	14.6227	-0.0036	0.0062	-0.0034
Si	5.2834	2.8955	13.3237	-0.0064	-0.0016	0.0067
Si	6.7267	-3.9055	18.9745	0.0023	-0.0066	-0.0166
Si	8.4394	-9.5258	17.4449	-0.0024	0.0007	-0.01
Si	1.7651	-3.1149	18.3119	-0.0034	0.0029	-0.0236
Si	0.8699	9.8075	22.7457	-0.1653	0.0416	-0.055
Si	11.755	3.6299	10.1254	0.0031	-0.0009	-0.0032
Si	5.3286	10.8041	9.5063	0.0051	0.008	0.0029
Si	2.636	4.0912	12.416	0.003	0	0.0048
Si	13.3468	-5.4036	16.5803	0	-0.003	-0.0124
Si	-1.255	3.0998	19.7573	-0.0043	0.0125	-0.0227
Si	10.9044	1.2794	15.472	-0.0031	0.0048	-0.0051
Si	0.5414	-6.7454	14.5422	0.0015	0.0034	-0.0034
Si	6.4936	0.3896	12.2449	-0.0002	0.0076	-0.0014
Si	0.2373	11.3463	20.0529	0.0015	-0.0022	-0.0369
Si	14.3199	-5.9832	20.6516	0.0014	-0.0164	0.0055
Si	6.7846	-5.7373	11.9471	-0.0013	0.0045	-0.0012
Si	5.448	-1.9639	13.8573	-0.0016	0.0066	-0.0006
Si	6.5635	3.9262	23.2813	-0.0043	0.0129	0.0096
Si	9.5038	0.065	12.8207	0.0008	0.0045	-0.001
Si	10.704	0.6764	9.9257	0.001	0.0113	0.005
Si	1.6976	-0.3164	17.4515	0.0013	0.0007	-0.0207
Si	4.0948	-3.0681	20.5493	0.0025	-0.0182	-0.0528
Si	9.1884	-4.9023	13.5112	-0.0045	0.0025	-0.0042
Si	0.8926	-5.7742	19.046	-0.0023	-0.0036	-0.0113
Si	5.8642	2.5006	16.2316	0.0027	0.0019	-0.0108
Si	4.0917	2.4163	22.5525	0.0015	0.0354	-0.0135
Si	4.6469	-0.3704	16.3737	-0.0002	0.0047	-0.0068
Si	10.0367	7.1804	23.0973	-0.0416	-0.0283	0.0113
Si	7.4607	-1.3979	17.3757	-0.0031	0.0148	-0.01
Si	9.4213	5.6004	10.6164	0.0003	-0.0028	-0.0054
Si	-2.6791	5.3559	21.1947	-0.0009	-0.0067	-0.0033
Si	3.831	-0.5885	22.5987	0.113	0.1406	-0.0963
Si	4.9729	4.8784	17.8006	0.0001	0.0001	-0.016
Si	14.4536	-2.6847	9.6551	0.0033	0.0014	0.0036
O	1.7133	4.6384	17.7482	-0.0037	0.0059	0.006
O	9.8033	-9.8105	16.6484	0.003	0.005	0.0014
O	19.0059	0.7609	12.4713	-0.0033	0.001	0.002
O	6.0234	-1.1326	12.5736	-0.0024	0.0057	0.0006
O	2.9112	-2.7801	19.449	-0.0049	0.0098	0.0197
O	6.0509	6.104	17.8109	0.0042	0.0082	0.017
O	3.7469	-4.5056	21.3052	-0.0007	0.0142	0.013
O	4.4169	7.8078	13.4231	-0.0036	0.0005	0.0004
O	-1.1851	6.4431	12.004	0.0014	0.006	0.002
O	2.2421	3.9982	10.84	0.0035	0.0042	-0.0008
O	14.606	-7.2579	21.6218	0.0022	0.0011	0.003
O	4.8428	1.2416	16.2899	-0.0024	0.0023	0.0064
O	5.6594	1.3282	13.2566	-0.0015	0.0147	0.0038
O	4.2283	4.8227	19.2584	-0.0025	0.0025	0.0052
O	2.436	9.7677	23.2729	-0.0593	0.003	0.0096
O	10.3762	4.2757	10.7137	-0.01	0.0064	0.0074
O	16.6322	3.4477	17.5446	-0.0036	0.0081	0.0069
O	7.9727	-0.0208	18.1316	0.0026	-0.0033	0.0106
O	4.2535	-1.7668	21.5462	-0.0363	0.043	0.075
O	7.3861	1.9211	16.3241	-0.0087	0.0088	0.0071
O	5.7107	2.6182	22.784	0.0114	0.0071	-0.0009
O	5.8798	-1.1503	17.1051	0.0018	0.0028	0.0083
O	-3.3136	-2.7147	18.3114	-0.0027	0.0031	0.0074
O	1.3089	0.5564	18.7952	-0.004	0.0003	0.0163
O	-0.9833	-0.6302	19.8391	0.0319	-0.0079	0.0275
O	7.6257	5.6028	13.293	-0.001	0.003	0.0023
O	7.8332	5.1629	10.6835	-0.0018	0.0026	0.0034
O	17.0825	-7.2062	12.2233	-0.0037	0.0043	-0.0002
O	5.6241	3.3525	14.8588	-0.0071	-0.0014	-0.0076
O	10.0203	-6.1097	14.2198	-0.0036	0.0059	0.0049
O	-1.8361	-1.3927	13.4442	-0.0004	0.0075	0.0004
O	3.2153	7.55	11.0855	-0.0008	-0.0005	0.005
O	1.5486	-5.6575	15.2329	-0.0061	0.0026	0.0039
O	14.6453	2.9883	12.934	0.0038	0.0093	0.005
O	11.3365	-8.0894	15.4399	-0.0005	0.0034	0.0045
O	9.2402	-3.6756	14.5794	0	0.0005	0.0041
O	6.8074	-2.6248	14.4688	-0.0025	0.0022	0.0052
O	9.3363	6.3964	21.8596	0.0053	-0.0068	-0.0143
O	-0.5627	0.8446	13.9775	-0.0028	0.0021	0.0015
O	0.1914	8.3069	22.5933	0.0415	0.0511	0.0125
O	1.7737	4.8754	20.3868	-0.0024	0.0066	0.0058
O	7.7039	-4.8623	19.8554	-0.0034	0.0088	0.0088
O	5.5628	-3.2088	19.8705	-0.0096	0.0088	0.016
O	2.4371	-3.8282	17.0006	-0.0019	0.0112	0.0107
O	1.0315	-1.7815	17.7577	-0.0008	0.0016	0.0126
O	3.2441	-5.3837	12.7752	-0.0027	0.002	-0.0005
O	3.7642	0.9262	21.9172	-0.0046	-0.0728	0.0381
O	10.6661	-8.9903	20.363	0.0015	0.0033	0.0086
O	10.4593	4.327	19.0292	-0.0017	0.0069	0.0098
O	6.066	0.6544	10.709	-0.003	-0.0008	0.0026
O	5.5717	-4.6877	11.6196	-0.0005	0.0011	0.0031
O	12.1586	3.7813	13.1355	0.0059	0.0079	0.0011
O	-3.948	-5.9124	22.1676	0.0035	-0.0083	0.0117
O	3.966	5.0752	16.5235	0.0021	0.0031	0.009
O	8.8766	-7.0789	20.952	-0.0219	0.0248	0.0151
O	-2.4817	-1.5425	16.0795	-0.0006	0.0015	0.0042
O	3.301	-0.573	17.2626	-0.0014	0.0043	0.0066
O	11.637	1.9991	10.1412	-0.0005	-0.0047	-0.0003
O	12.1287	0.3449	16.0353	-0.0034	0.0037	0.0085
O	4.2272	9.6896	9.9511	-0.0024	-0.0003	0.0054
O	11.4874	-0.392	8.9532	0.0067	-0.0091	-0.0091
O	10.3357	0.0178	11.3918	-0.0016	-0.0012	0.0064
O	4.5962	-1.0198	14.8799	-0.002	0.0018	0.0013
O	0.6501	6.7837	18.9278	-0.0032	0.0113	0.0116
H	-1.7365	-0.4278	19.2463	-0.039	0.0161	-0.0298

Results
free energy: -133983.296 eV
free energy less fixed offsets of H -15.97, O -568.88, Si -635.61 eV per atom: -5.366 eV

The program warned: the cutoff lies below the one the program advises for these potential files; the exchange-correlation potential is rough where the density is thin.
